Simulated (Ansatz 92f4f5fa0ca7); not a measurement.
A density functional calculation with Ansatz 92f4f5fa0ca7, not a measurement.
Periodic cell of 273 atoms, Si157O104As12, from a study of silicon, its oxide and their interface. The atomic structure is a simulated model.
This geometry differs little from another in the collection (a relaxation step or a small displacement).

Settings
functional: PBE
potential files: Ansatz PAW
basis: plane waves
wave-function cutoff: 700 eV
density cutoff ratio: 5
exchange-correlation grid ratio: 1
k mesh: 2 x 2 x 1, shifted by 0.5 0.5 0.5 of a step
self-consistency stop: 5e-08 eV per atom in the density residual
occupations: fixed
spin: none
net charge: 0

Cell vectors (angstrom)
a  11.6015  0  0
b  0  13.3963  0
c  0  0  31.4667

Atoms and the computed forces on them: element, x, y, z (angstrom), force x, y, z (eV/angstrom)
Si  -0.0419  -0.2809  24.8943  0.0061  -0.0088  -0.0042
As  3.8964  -0.1492  24.4769  -0.0113  0.0028  0.0052
As  7.7131  -0.0769  24.5694  0.0043  -0.0091  -0.0028
Si  1.8079  3.319  24.4812  0.0104  -0.0019  0.0024
Si  5.8763  3.3002  24.7134  -0.0191  0.017  0.0074
As  9.677  3.2155  24.6138  0.0086  -0.0083  0.0017
As  -0.0516  6.5989  24.4486  0.0035  -0.0003  -0.0026
As  3.8716  6.6318  24.5048  0.0005  0  -0.0033
Si  7.6956  6.3698  24.7122  -0.0134  -0.0012  0.0043
Si  1.9829  9.8965  24.7152  -0.0153  0.0079  0.0037
As  5.7176  9.9359  24.5883  0.012  -0.0074  -0.0091
Si  9.4708  10.0148  24.7786  0.0175  0.0302  0.0093
Si  -0.0011  2.079  25.4796  0.0047  0.0086  0.0012
Si  3.8354  2.1533  25.2989  0.0045  0.0048  -0.0076
Si  7.7516  2.1262  25.6178  -0.0105  0.0071  0.0104
Si  1.9031  5.5374  25.4665  -0.0026  -0.0039  0.0043
Si  5.6998  5.4823  25.6327  0.0064  -0.0169  0.0066
Si  9.7161  5.445  25.5976  -0.0017  0.0055  0.0004
Si  -0.0798  8.8522  25.4124  0.0054  0.0023  -0.0031
Si  3.8713  8.7899  25.6251  -0.0206  -0.0039  0.0149
Si  7.6276  8.7203  25.4765  0.0052  0.0006  -0.0012
Si  2.0135  12.1526  25.5941  0.004  -0.0131  -0.0134
Si  5.79  12.1881  25.5963  -0.001  0.0072  0.0043
Si  9.5458  12.1969  25.7141  -0.0076  -0.0138  0.003
Si  0.0275  2.1522  27.87  -0.0168  -0.0048  -0.0016
Si  3.8554  2.2095  27.7611  -0.0022  -0.0057  0.0105
Si  7.7272  2.1762  27.9569  0.011  0.0043  -0.0054
Si  1.9219  5.5275  27.8572  0.002  0.0071  -0.0051
Si  5.7833  5.5258  27.9721  -0.0028  0.0055  -0.0042
Si  9.6863  5.5304  27.9413  0.002  -0.0048  0.0087
Si  -0.024  8.8994  27.8264  -0.0017  -0.0055  0.0119
Si  3.8451  8.8601  27.9606  0.0108  0.0005  -0.0008
Si  7.7182  8.822  27.8693  -0.0066  -0.0059  -0.0023
Si  1.9553  12.2164  27.9415  0.0029  -0.001  0.0085
Si  5.7928  12.232  27.9383  0.0015  0.0039  0.0001
Si  9.6346  12.225  28.0269  -0.0011  0.0057  0.0004
Si  1.9638  1.0759  28.6796  0.0113  -0.0017  -0.006
Si  5.7644  1.0887  28.6843  -0.0112  0.0031  -0.0012
Si  9.6768  1.0814  28.718  0.0059  -0.0012  0.0019
Si  0.0167  4.3958  28.69  -0.009  0.0061  -0.0064
Si  3.8405  4.4053  28.687  0.0116  0.0004  -0.0017
Si  7.7419  4.4213  28.709  -0.0064  -0.0003  -0.009
Si  1.8918  7.7654  28.6851  -0.0122  0.0009  -0.0032
Si  5.7898  7.7631  28.7235  -0.0009  -0.0068  -0.0027
Si  9.6725  7.7762  28.694  0.0103  0.0026  -0.0058
Si  0.0032  11.1124  28.7004  -0.005  0.001  -0.0106
Si  3.8711  11.1043  28.7225  -0.0128  0.0001  -0.0048
Si  7.7061  11.0718  28.7102  0.0158  0.0088  -0.0076
Si  1.9336  1.1164  31.0718  0.1236  0.0137  -0.1787
Si  5.8008  1.1164  31.0718  -0.1565  0.0169  -0.1092
Si  9.6679  1.1164  31.0718  0.0848  0.071  0.0295
Si  0  4.4654  31.0718  0.0462  -0.1608  -0.0329
Si  3.8672  4.4654  31.0718  -0.1122  -0.1481  -0.0537
Si  7.7343  4.4654  31.0718  -0.0085  -0.0489  0.0596
Si  1.9336  7.8145  31.0718  -0.1568  -0.1322  -0.1278
Si  5.8008  7.8145  31.0718  0.0285  -0.0449  0.1153
Si  9.6679  7.8145  31.0718  0.0293  -0.0123  -0.0793
Si  0  11.1635  31.0718  0.0347  -0.1663  -0.0171
Si  3.8672  11.1635  31.0718  0.0485  -0.1056  0.1238
Si  7.7343  11.1635  31.0718  -0.1213  -0.2439  0.0717
Si  0  0  0.3944  -0.0624  0.1224  -0.0405
Si  3.8672  0  0.3944  -0.0389  0.0629  0.1661
Si  7.7343  0  0.3944  -0.011  0.0762  0.0022
Si  1.9336  3.3491  0.3944  0.0089  -0.0202  0.0843
Si  5.8008  3.3491  0.3944  0.1323  0.0205  0.0705
Si  9.6679  3.3491  0.3944  0.0868  -0.1573  -0.1424
Si  0  6.6981  0.3944  0.0856  0.2687  0.0978
Si  3.8672  6.6981  0.3944  0.0411  0.1136  -0.0873
Si  7.7343  6.6981  0.3944  -0.0422  0.0851  -0.1492
Si  1.9336  10.0472  0.3944  -0.0146  0.1712  0.1576
Si  5.8008  10.0472  0.3944  -0.0341  0.1374  -0.1037
Si  9.6679  10.0472  0.3944  0.0754  0.0593  0.0152
Si  -0.0143  0.0638  2.7651  0.0069  0.0014  0.0065
Si  3.8584  0.0535  2.7829  -0.0169  -0.0026  0.0091
Si  7.7189  0.0436  2.7807  0.0003  -0.0039  0.0026
Si  1.9637  3.3756  2.7672  -0.0026  0.002  0.0022
Si  5.8575  3.3915  2.7732  -0.0016  0  0.0052
Si  9.7184  3.348  2.7393  0.0014  0.0019  0.0057
Si  0.0234  6.7837  2.7781  -0.0061  -0.0072  0.0225
Si  3.8772  6.7532  2.7594  0.001  -0.0087  0.0121
Si  7.7476  6.7466  2.744  0.0066  0.0031  0.0098
Si  1.9375  10.1286  2.7852  -0.008  -0.0032  0.0063
Si  5.7893  10.1028  2.7363  0.0121  0.0043  -0.0001
Si  9.6884  10.0933  2.7635  -0.0063  0.0004  0.0123
Si  0.0435  2.2749  3.621  -0.0018  0.0019  -0.0106
Si  3.9225  2.2952  3.5626  0.0033  0.0026  -0.0089
Si  7.8015  2.2742  3.6009  0.0017  -0.0006  -0.0045
Si  1.9484  5.6193  3.5169  0.0044  -0.0017  -0.0075
Si  5.8208  5.6404  3.5339  -0.0048  -0.0019  -0.003
Si  9.693  5.5886  3.4233  -0.0005  0.0006  -0.0067
Si  0.0228  9.0421  3.6451  0.0099  0.0056  -0.0131
Si  3.8757  8.9998  3.5476  -0.0059  -0.0009  0.0025
Si  7.7239  9.0004  3.4902  -0.0035  -0.0024  -0.0075
Si  1.8943  12.382  3.596  0.0145  0.005  -0.0123
Si  5.7786  12.3195  3.5758  0.0101  -0.0025  0.0033
Si  9.6612  12.3263  3.5436  -0.0033  -0.0016  -0.0035
Si  0.0751  2.3841  6.0258  -0.0005  -0.0051  0.006
Si  4.0271  2.4363  5.9264  -0.0042  0.0022  -0.0017
Si  7.8807  2.3834  5.9957  -0.0069  0.0058  -0.0005
Si  1.9763  5.6542  5.8516  -0.0022  0.0022  0.0086
Si  5.8528  5.7123  5.8812  0.004  -0.0045  0.0004
Si  9.7026  5.5982  5.7262  -0.0042  0.0137  0.0037
Si  0.0815  9.1195  6.0625  -0.012  -0.004  0.0166
Si  3.8982  9.0063  5.9023  0.0006  -0.0001  -0.0025
Si  7.6977  9.0551  5.8242  -0.0088  0.0039  -0.0093
Si  1.8525  12.5488  5.9881  -0.0127  0.0238  0.0025
Si  5.7903  12.3406  5.9528  -0.0013  0.013  0
Si  9.5802  12.3497  5.9048  0.0074  0.0033  -0.0081
Si  2.1154  1.4433  6.8456  -0.0085  -0.0149  0.0012
Si  5.9547  1.2234  6.6983  -0.004  -0.0242  -0.0056
Si  9.7836  1.1429  6.8567  0.0218  -0.0015  -0.005
As  0.0053  4.6433  6.9247  0.0023  0.0101  -0.0018
As  3.9386  4.6456  6.9486  -0.0006  0.0046  -0.0081
As  7.8019  4.6358  6.9329  -0.0001  -0.003  -0.0014
As  2.0294  7.8432  6.8758  -0.0075  0.0025  -0.0042
As  5.8426  7.9201  6.9293  -0.0102  0.0056  -0.0026
Si  9.6727  7.862  6.4138  0.0361  -0.0279  0.0115
Si  -0.0908  11.4861  6.9755  0.0207  0.0088  -0.0088
Si  3.7218  11.308  6.6818  0.0054  0.001  0.0141
As  7.7006  11.2129  6.9545  -0.0146  -0.0058  0.008
O  3.2713  11.5202  8.2863  0.0062  -0.0112  -0.0048
O  6.1244  1.1254  8.3415  0.004  0.009  0.0048
O  2.3949  1.7712  8.4846  -0.0016  0.0033  0.0116
O  9.4863  7.459  8.0062  -0.0067  0.0066  0.001
O  11.3102  11.943  8.6269  -0.0114  -0.0023  0.0021
O  9.9515  0.8299  8.5171  -0.006  0.006  0.0052
O  9.1741  10.35  23.17  -0.0129  -0.0062  -0.0048
O  2.1801  9.7934  23.0549  0.0066  0.0058  -0.0104
O  6.2136  3.5833  23.086  0.0127  -0.0043  -0.0054
O  7.6904  5.8534  23.0982  0.0052  0.0029  -0.0009
O  1.5293  3.521  22.8099  -0.0064  -0.0038  0.0008
O  11.464  12.5329  23.3167  0.0023  0.0033  0.0019
Si  10.0694  9.4072  17.8716  0.0023  -0.0002  0.0004
Si  14.9619  -6.9987  11.6418  -0.0024  0.0031  0.0037
Si  6.0563  11.5554  11.0403  -0.0018  -0.0005  -0.0038
Si  12.8247  9.4296  18.9617  -0.0016  -0.0003  0.0032
Si  12.3157  12.9376  21.9893  0.0004  0  0.0103
Si  0.9778  2.5692  21.5745  0.002  0.0013  0.009
Si  2.9583  2.3191  19.0117  0.0006  0.0003  0.0017
Si  24.5765  8.3637  10.2715  -0.005  0.0004  -0.0027
Si  17.5592  3.6877  13.5634  -0.0018  -0.0016  0.0032
Si  4.2451  15.3095  11.9295  -0.0006  0.0001  0.0038
Si  3.8112  8.8164  13.0519  -0.0014  -0.002  0.0041
Si  17.1179  2.7654  16.3681  -0.0009  -0.0004  0.0004
Si  4.5346  -0.3675  18.9009  0.0003  0.0029  -0.0021
Si  13.4908  12.135  17.7333  -0.0001  -0.0005  -0.0005
Si  10.1885  7.8702  9.3873  0.0045  -0.0054  -0.0181
Si  -0.4119  -3.8598  12.6771  -0.0002  -0.0026  0.0005
Si  6.6157  6.6056  14.6028  -0.0004  -0.0011  0.003
Si  17.6284  7.6701  11.7596  -0.001  0.0004  0.0025
Si  9.585  2.847  15.4227  -0.002  0.0001  0.0013
Si  9.4483  2.6283  20.8487  0.0016  0.0051  0.0065
Si  2.5199  7.5474  17.1103  -0.0013  -0.001  0.0013
Si  2.5735  10.5235  21.6505  -0.0038  -0.0026  0.0114
Si  10.4208  12.5063  17.5716  -0.0013  0.0011  -0.0028
Si  17.2187  -2.5347  20.7596  -0.0015  0.001  0.0067
Si  10.1079  13.7985  12.4785  -0.0009  -0.0015  0.0001
Si  8.7592  13.3545  15.1212  -0.0009  0.0012  0.0028
Si  5.0273  8.9507  15.8899  -0.0011  -0.0005  0.0007
Si  8.3389  10.5717  21.8106  0.0062  0.0005  0.0059
Si  2.7274  1.1727  16.3013  0.0004  0.0018  0.0011
Si  8.4417  9.4193  11.1255  0.002  0.0024  -0.0013
Si  4.115  4.9959  17.8628  -0.0016  0.0001  -0.0011
Si  8.3661  2.8756  11.536  -0.0006  -0.0036  0.0023
Si  16.0082  -0.8052  13.472  0.0012  -0.001  0.0026
Si  13.3532  15.2536  9.9888  -0.0002  -0.0019  -0.018
Si  13.5939  -2.1494  12.3974  -0.0012  -0.0002  -0.0004
Si  -0.7136  -0.1024  9.5146  0.0008  -0.0065  -0.0086
Si  3.271  -2.4992  9.781  0.0016  -0.002  -0.0104
Si  7.5766  -4.5882  19.6407  0.0029  -0.0002  0.0012
Si  7.2574  4.5188  22.2276  -0.008  -0.002  0.0028
Si  8.0587  3.3749  18.0493  -0.0016  0.0017  -0.0016
Si  6.4287  14.548  9.9213  -0.0007  -0.0048  -0.0074
Si  5.9442  11.9688  16.1593  0.0006  0.0003  0.0016
Si  12.2227  1.9815  14.0769  -0.0003  -0.0009  0.0034
Si  9.4539  5.756  14.4119  -0.0003  -0.0008  0.0027
Si  24.4289  4.1558  11.766  -0.0011  -0.0006  0.0017
Si  11.4406  7.8586  15.4369  -0.0013  0.0005  0.0021
Si  6.6182  5.7494  19.4269  -0.0002  -0.0007  -0.0012
Si  10.0302  18.8944  11.4913  0.0001  0.0003  0.0005
Si  9.7775  -0.3303  20.418  0.0019  0.0007  0.0008
O  5.3884  -1.6976  12.5257  -0.0014  0.0017  0.0008
O  11.1476  2.4195  15.2306  -0.0011  -0.0016  -0.0013
O  10.0388  10.9476  17.3879  0.0007  0.0011  0.0031
O  8.5634  9.0311  18.3596  -0.0009  -0.0004  0.0024
O  12.645  3.2081  13.0847  -0.0018  -0.0005  -0.0017
O  14.3795  15.0494  11.2593  0.0013  -0.0021  0.0028
O  4.1773  10.3858  21.3681  0.0059  0.0023  -0.0038
O  9.2261  3.3893  16.9133  -0.0026  -0.0004  0.0025
O  5.4312  -0.7119  17.5526  -0.0012  -0.002  0.002
O  7.7549  2.0439  10.2667  -0.0024  -0.0001  0.0028
O  4.9174  12.4132  14.9884  -0.0003  -0.0018  -0.0002
O  21.4872  6.6353  10.3709  0.0011  -0.0042  0.0073
O  8.4271  9.1597  20.9908  -0.0031  0.0043  -0.0032
O  21.0532  9.2637  9.8491  -0.0034  0.0001  0.0087
O  10.174  -0.366  11.003  -0.0024  0.0013  0.0061
O  18.2619  7.4518  13.2334  -0.0008  -0.0007  0.0005
O  4.2114  1.2326  19.2059  -0.0026  -0.0016  0.0011
O  5.1453  5.8825  18.7519  0.0017  -0.0017  0.001
O  20.9812  6.1487  12.8356  0.0008  -0.0016  0.0011
O  20.9996  4.1304  14.4363  0.0003  0.0013  0.0016
O  6.5173  -0.3808  10.4698  -0.0013  0.0028  0.002
O  10.5107  8.466  16.6257  0  0.0009  0.0021
O  2.5327  -0.4669  16.4413  -0.0009  0.0017  0.0027
O  17.4751  5.2192  14.1392  0.0015  -0.0006  -0.0002
O  8.9611  11.7819  20.9359  -0.0025  -0.0008  0.0009
O  3.5276  3.8276  18.8244  0.001  0  -0.0007
O  11.9971  12.7665  17.8979  -0.0016  -0.0004  0.0003
O  8.5878  1.5909  15.0909  0.0022  -0.0003  0.0019
O  15.9381  9.3394  14.4733  -0.0001  -0.0019  -0.0006
O  11.386  8.8647  14.1503  -0.0011  0  0.0001
O  1.8438  7.99  18.5261  -0.0009  0.002  -0.0002
O  5.8658  10.3084  16.3383  -0.0023  0.001  -0.0002
O  12.7173  16.7232  10.3472  -0.0002  0.0021  0.0052
O  13.7127  1.8665  17.6687  0.0025  -0.0002  0.0023
O  9.5805  -0.207  18.7989  0.0021  -0.0006  0.0023
O  11.0599  2.9738  21.0526  -0.0023  -0.0016  -0.002
O  4.5678  3.2767  12.7894  0.0026  -0.0008  -0.0001
O  3.8079  -4.8536  16.8935  -0.0001  -0.0001  -0.0012
O  8.5658  3.6242  21.7908  -0.0029  0.0009  -0.0054
O  16.6014  -6.9504  11.2309  -0.0005  0.0012  0.0014
O  5.2096  15.3213  10.6392  0.0003  -0.0005  0.0031
O  6.7235  2.5419  17.4921  0.0014  0.0034  0.0009
O  14.8991  7.2549  13.0582  0.0013  0.0006  -0.0028
O  1.7626  9.8172  20.4339  -0.0004  0.0012  -0.0042
O  11.9951  8.6473  11.5646  -0.0021  0.0037  0.0064
O  2.432  -1.6151  10.8953  -0.0014  -0.0013  0.0056
O  2.9838  5.988  17.2409  0.0003  0.0022  0.0013
O  9.3882  1.8593  12.2924  -0.0008  -0.0011  -0.0026
O  17.7713  2.7592  14.8837  -0.0016  0.0021  0.0003
O  1.9629  2.4805  20.2826  -0.0013  -0.001  -0.0019
O  16.4657  4.2419  16.6278  -0.0001  -0.0008  0.0032
O  11.8049  8.0686  9.1522  0.0036  0.0011  0.0096
O  10.0161  -0.246  16.143  -0.0011  -0.0022  0.0029
O  5.3868  -1.0461  20.1149  0.0007  -0.0019  0.0021
O  1.0749  14.4918  22.2509  -0.0011  0.0013  -0.0083
O  9.5549  9.5684  12.3695  0.0014  -0.0007  0.0015
O  7.4433  12.5263  15.6933  -0.0001  0.0004  0.0009
O  9.2298  4.1583  11.0152  -0.0003  0.0004  0.0025
O  10.8066  6.3892  15.0703  -0.0019  0.0015  -0.0003
O  14.278  4.9323  11.8423  -0.0017  -0.0021  -0.0007
O  18.7972  3.4262  12.5341  -0.0002  0.0002  -0.0034
O  0.0105  18.626  11.762  -0.0016  -0.0016  -0.0008
O  13.9859  7.1138  10.5386  0.0017  -0.0024  0.003
O  14.6298  -1.0421  18.8932  0.0016  0.0009  0.001
O  5.9131  7.5706  15.7301  -0.0014  0.0008  -0.0012
O  11.3676  12.7812  20.6823  -0.0051  0.0034  -0.0031
O  16.5958  8.9291  11.9276  -0.0007  -0.0035  0.0019
O  16.155  0.7319  12.9939  -0.002  -0.0024  -0.0015
O  18.7701  7.2497  19.6483  -0.0009  0.001  0.0014
O  7.3713  8.1405  10.9504  -0.0021  0.0004  0.0021
O  4.8858  -2.5204  10.1084  0.0017  0.0014  0.0081
O  7.5982  4.9003  18.4263  -0.0011  -0.0012  0.0026
O  11.5817  0.7572  13.1619  -0.0012  0.0019  0.0005
O  1.3976  7.6773  15.9155  -0.0008  0.0003  0.0023
O  7.4559  10.7156  11.1207  -0.0003  -0.0031  -0.0006
O  2.3984  9.5133  9.7206  -0.0015  -0.0016  0.0033
O  11.1948  9.2888  19.0585  0.0006  0.0011  -0.0026
O  6.7412  -2.4355  21.9525  0.0002  0.002  -0.0025
O  8.8224  2.7524  19.3452  -0.0004  0.0019  0.0025
O  2.0801  12.0818  21.7749  -0.0026  0.0006  -0.0027
O  1.9758  1.5886  14.9176  -0.0007  0.0002  -0.0004
O  2.5964  9.7465  12.579  0.0007  -0.0001  0.0012
O  8.1224  6.3337  15.16  -0.0012  -0.0011  -0.0019
O  0.6152  0.7086  9.9837  -0.0013  0.0026  0.0043
O  9.2887  14.4224  21.1933  0.0002  -0.0006  -0.002
O  2.8039  -1.195  13.4372  0.0007  -0.0005  -0.0001
O  13.2467  10.5086  17.7699  -0.0013  0.0001  0.0029
O  6.2331  9.7837  19.6538  -0.0002  0.0019  0.0015
O  4.3118  1.6423  16.3105  -0.0025  0.0031  -0.0003
O  6.5  5.0012  20.869  0.0014  0.0021  -0.0042
O  9.2135  12.93  13.5816  0.0004  0.0032  -0.0006
O  11.9715  11.0253  12.6456  0.0004  -0.0025  0

Results
free energy: -217253.716 eV
free energy less fixed offsets of As -4857.07, O -569.03, Si -635.61 eV per atom: 1.014 eV

The program warned: the cutoff lies below the one the program advises for these potential files; the exchange-correlation potential is rough where the density is thin.
